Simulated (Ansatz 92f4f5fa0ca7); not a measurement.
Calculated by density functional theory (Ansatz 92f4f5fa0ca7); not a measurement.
Periodic cell of 258 atoms, Si166O92, from a study of silicon, its oxide and their interface. The atomic structure is a simulated model.
Doubt: the cutoff is far below the 930 eV that the study's wrapper takes by default for these files, so forces and energies are approximate.
This geometry differs little from another in the collection (a relaxation step or a small displacement).

Settings: functional PBE; potential files Ansatz PAW; basis plane waves; wave-function cutoff 580 eV; density cutoff ratio 5; exchange-correlation grid ratio 1; k mesh 1 x 1 x 1, Gamma-centred; self-consistency stop 5e-08 eV per atom in the density residual; occupations fixed; spin none; net charge 0.

Cell vectors (angstrom)
a	10.938	0	0
b	0	10.938	0
c	0	0	37.4182

Atoms: element, x, y, z (angstrom)
Si	0	0	0.683
Si	5.469	0	0.683
Si	2.7345	2.7345	0.683
Si	8.2035	2.7345	0.683
Si	0	5.469	0.683
Si	5.469	5.469	0.683
Si	2.7345	8.2035	0.683
Si	8.2035	8.2035	0.683
Si	1.3673	1.3673	2.0503
Si	6.8362	1.3673	2.0503
Si	4.1018	4.1018	2.0503
Si	9.5708	4.1018	2.0503
Si	1.3673	6.8362	2.0503
Si	6.8362	6.8362	2.0503
Si	4.1018	9.5708	2.0503
Si	9.5708	9.5708	2.0503
Si	2.7345	0	35.3667
Si	8.2035	0	35.3667
Si	0	2.7345	35.3667
Si	5.469	2.7345	35.3667
Si	2.7345	5.469	35.3667
Si	8.2035	5.469	35.3667
Si	0	8.2035	35.3667
Si	5.469	8.2035	35.3667
Si	4.1018	1.3673	36.7339
Si	9.5708	1.3673	36.7339
Si	1.3673	4.1018	36.7339
Si	6.8362	4.1018	36.7339
Si	4.1018	6.8362	36.7339
Si	9.5708	6.8362	36.7339
Si	1.3673	9.5708	36.7339
Si	6.8362	9.5708	36.7339
Si	2.596	-5.4968	29.9031
Si	7.4224	-3.8999	24.4182
Si	-1.2312	4.4769	28.6154
Si	4.7709	-1.6684	28.3994
Si	3.8847	6.1148	25.2433
Si	9.9657	10.6108	19.6911
Si	3.3611	11.4403	46.0543
Si	6.3251	9.0013	14.6199
Si	0.0091	-2.8342	29.7892
Si	8.1151	1.661	20.944
Si	3.9667	6.7678	31.3497
Si	12.4291	9.5212	31.0765
Si	0.5467	8.2073	21.2551
Si	11.6852	10.0044	25.9481
Si	6.8952	9.6449	31.1604
Si	14.8205	14.7944	28.7525
Si	0.0381	2.9323	29.8108
Si	12.9888	1.7855	25.4261
Si	-5.0621	2.3326	19.1255
Si	4.1346	1.4628	31.4565
Si	1.8659	2.4776	28.3079
Si	6.7733	6.5988	28.8116
Si	-2.6401	5.5004	30.1288
Si	7.4201	8.9774	19.2563
Si	8.2424	0.1108	29.6027
Si	12.2556	4.1454	31.3696
Si	2.9564	0.1601	29.934
Si	6.862	4.1048	31.3444
Si	6.9183	11.5238	23.5184
Si	14.5829	7.9224	21.0216
Si	0.6401	6.0995	28.5587
Si	5.5049	7.9866	30.1418
Si	0.0545	-0.0216	32.4714
Si	5.5137	-0.016	32.6414
Si	2.7008	2.7923	32.7283
Si	8.2756	2.6981	32.5953
Si	-0.0051	5.5331	32.7126
Si	5.4445	5.4565	32.6661
Si	2.7188	8.2388	32.6569
Si	8.1955	8.315	32.6476
Si	1.3466	1.337	33.98
Si	6.8705	1.368	33.9895
Si	4.1059	4.1149	34.0526
Si	9.5719	4.1022	34.0062
Si	1.3829	6.8672	34.038
Si	6.8355	6.8705	33.9842
Si	4.1259	9.5777	34.0054
Si	9.6184	9.6225	33.976
Si	2.7114	0.0018	3.4204
Si	8.239	-0.0083	3.4062
Si	-0.0033	2.7248	3.4378
Si	5.4546	2.7374	3.4117
Si	2.7202	5.4754	3.4245
Si	8.2088	5.462	3.4188
Si	-0.0078	8.1837	3.4409
Si	5.456	8.1694	3.4194
Si	4.0497	1.4032	4.7666
Si	9.6118	1.311	4.8301
Si	1.3395	4.1312	4.7996
Si	6.8373	4.0939	4.7733
Si	4.0602	6.837	4.8271
Si	9.5996	6.7708	4.8233
Si	1.3528	9.5684	4.8136
Si	6.9241	9.4849	4.7138
Si	0.0431	-0.0371	6.2832
Si	5.5024	-0.0552	5.9009
Si	1.2166	7.6548	13.4708
Si	8.1991	2.6851	6.1147
Si	-0.0091	5.424	6.2789
Si	9.5182	3.9554	7.5828
Si	5.1747	13.2385	8.6977
Si	8.2674	8.1327	6.1822
Si	2.7019	2.8287	6.184
Si	4.2133	-1.3115	7.3711
Si	5.4678	5.4633	6.1472
Si	15.0632	7.442	10.3848
Si	2.8089	9.5001	11.1095
Si	11.6593	4.079	10.5719
Si	2.9266	5.7491	8.9662
Si	9.5904	9.4674	7.6524
Si	-2.0925	-0.2165	14.8234
Si	7.8777	-0.2739	8.7274
Si	0.6122	-2.2083	11.3717
Si	9.1818	0.9495	10.2513
Si	3.3774	9.7709	13.958
Si	12.257	6.8761	7.6688
Si	-0.0798	6.0841	20.4435
Si	10.4661	7.801	24.2876
Si	4.9035	5.6532	11.8647
Si	8.223	2.5084	11.7717
Si	5.9174	4.4245	24.4591
Si	4.131	4.1488	7.5782
Si	6.8433	6.7892	7.5276
Si	9.7699	9.6107	28.3849
Si	4.7839	13.2817	16.3644
Si	2.6889	8.222	6.2183
O	-25.7275	-5.4259	24.8952
O	-6.1977	19.6457	21.953
O	10.8639	-21.3094	18.6556
O	-21.4171	11.7861	12.4097
O	-1.0327	29.6148	17.0169
O	35.1782	15.2064	15.2478
O	2.6359	-31.5156	21.7194
O	5.5636	22.8304	24.3512
O	-26.4904	49.6576	12.6524
O	19.5677	-3.9831	11.6763
O	3.8926	21.5534	19.928
O	56.0274	-5.5732	20.0523
O	-8.0307	21.651	10.0263
O	-19.5468	12.5992	19.1219
O	13.435	5.3816	25.7427
O	2.8094	3.9015	21.7207
O	11.0674	8.145	22.8272
O	17.7979	-1.0327	23.2886
O	-4.036	14.348	23.6416
O	21.1421	-16.6453	21.7102
O	-2.5066	-16.2921	16.9003
O	24.0332	19.4461	21.2883
O	-1.0368	27.9158	19.1084
O	23.2999	13.5512	26.7041
Si	18.1678	30.1486	27.2055
Si	31.8557	3.6944	22.2366
Si	18.2914	24.2156	14.6147
Si	1.4124	-9.5165	7.6065
Si	-3.0107	16.0903	8.8726
Si	16.4178	17.3177	15.9732
Si	-3.3472	5.4013	15.4928
Si	32.6426	-13.1579	16.0699
Si	12.3122	6.466	26.3625
Si	9.3691	17.227	10.3334
Si	-5.8332	12.6475	25.718
Si	16.6084	-5.9824	27.5801
Si	-0.2096	-8.4537	9.0396
Si	13.9167	16.3463	14.2622
Si	18.5302	-14.9868	12.9378
Si	-4.1705	12.2044	7.3266
Si	13.2123	10.2647	16.7313
Si	-15.5288	19.6692	22.2606
Si	9.0096	-4.2158	17.9167
Si	9.6374	1.3894	31.0769
Si	1.9891	-19.2209	22.3912
Si	5.5015	-19.1503	30.0152
Si	10.2778	-0.2846	11.9684
Si	-8.0892	15.9963	20.5705
Si	-13.638	2.9198	24.5847
Si	-7.5454	12.1204	20.2668
Si	10.7057	-2.9918	9.2008
Si	12.2467	1.1234	17.9502
Si	-4.0194	-9.1817	28.3174
Si	24.4444	-2.5097	26.1785
Si	5.679	19.3569	8.8153
Si	-6.0623	-6.1886	18.1698
Si	11.1932	13.3336	12.8926
Si	23.753	13.7017	15.5907
Si	6.5796	14.5545	10.1918
Si	-1.3306	6.9545	31.3798
Si	-3.0236	3.6048	27.095
Si	26.324	9.556	18.8071
O	0.0137	-11.5899	27.4153
O	-4.8724	-1.3098	18.6146
O	46.4595	8.288	13.8176
O	8.6935	9.9445	18.913
O	58.2328	-9.6187	25.9144
O	6.7954	-23.261	9.398
O	41.1235	6.3049	14.2906
O	46.2537	-22.3001	15.1126
O	10.5393	-1.7164	25.0788
O	-21.061	13.3094	14.418
O	25.9212	29.9843	19.4441
O	25.5893	9.8001	17.3775
O	37.4672	-28.8868	16.7551
O	21.4554	16.1663	10.8851
O	14.2486	12.8706	15.7862
O	16.2226	4.4585	10.819
O	27.0941	17.1671	17.6074
O	-10.6623	6.614	25.1291
O	-37.1195	7.3247	23.03
O	4.7371	-19.761	20.2788
O	10.0138	21.0914	15.8093
O	19.5071	12.3038	15.1252
O	-2.1565	19.6993	27.3693
O	27.8314	34.0645	27.0265
O	-25.8397	-13.854	25.6181
O	-0.0934	31.3292	20.416
O	61.6259	19.2942	13.2365
O	42.3632	14.5236	23.8345
O	1.0524	24.3213	16.9802
O	15.5507	-5.6235	23.9839
O	7.2115	30.6975	20.876
O	49.7602	18.8576	15.7842
O	-7.6424	32.2383	12.4462
O	1.102	-10.4599	25.1972
O	-14.1106	7.5215	18.6132
O	12.1647	8.9972	16.8646
O	41.5817	24.9736	21.3256
O	12.5358	17.0198	13.6706
O	12.1187	36.2007	11.9883
O	7.3268	1.7286	19.5167
O	-7.092	4.9834	12.9338
O	-18.3127	-14.1494	24.97
O	5.8812	34.8148	15.2272
O	64.3145	13.8349	12.6526
O	15.279	-11.2097	29.1233
O	7.1676	34.9574	12.9922
O	3.6047	6.3134	21.2916
O	44.1567	13.7513	22.0412
O	-23.4599	-32.2014	20.8707
O	26.8419	-26.8151	26.47
O	13.024	4.7889	10.0347
O	-7.3228	4.6876	19.1804
O	16.1693	25.2356	25.5448
O	19.9176	7.2211	24.0938
O	2.1577	2.612	24.0217
O	17.9203	1.1828	22.0064
O	38.9138	25.8229	18.9089
O	18.3827	20.9374	15.2047
O	29.6277	-18.0342	15.057
O	19.1239	23.1311	24.3689
O	23.9767	-20.9876	28.7215
O	15.8877	9.7945	14.3266
O	27.1579	1.619	17.7564
O	-4.7742	9.4939	27.5445
O	47.7948	28.1357	15.177
O	14.4712	19.7997	27.4241
O	9.2428	-0.4878	13.2531
O	21.9767	-2.8789	14.5986

Results
free energy: -157841.312 eV
free energy less fixed offsets of O -568.88, Si -635.61 eV per atom: 6.908 eV

Forces (eV/angstrom), in the order of the atoms: element, x, y, z
Si	0.0562	0.0026	-0.0256
Si	0.0194	-0.0197	0.0155
Si	0.02	0.0318	0.0206
Si	0.0478	0.031	-0.0006
Si	0.0154	-0.0274	0.0019
Si	0.0209	-0.0077	-0.0153
Si	0.0018	0.0147	-0.004
Si	-0.0322	0.028	0.0277
Si	-0.1093	0.0179	-0.0143
Si	0.0166	-0.0179	0.1212
Si	-0.0645	0.122	0.0105
Si	-0.0313	-0.1202	0.0756
Si	0.0036	0.0872	0.017
Si	-0.0279	-0.1779	-0.0126
Si	-0.0046	0.0096	0.1688
Si	0.2075	-0.1609	-0.0785
Si	0.0027	-0.0314	-0.0873
Si	0.2519	0.1035	0.006
Si	-0.0406	-0.16	-0.0493
Si	0.211	-0.1429	0.0423
Si	0.0487	0.2282	0.3415
Si	-0.1353	0.0631	-0.1225
Si	-0.0475	0.2334	0.1119
Si	-0.0239	-0.0425	0.1261
Si	0.0019	0.0078	-0.0019
Si	-0.0882	-0.0174	0.0424
Si	0.0489	-0.0181	-0.033
Si	-0.0726	0.0094	0.0096
Si	-0.0051	-0.0134	0.0575
Si	-0.0645	0.0232	-0.0106
Si	0.0165	-0.0009	0.0305
Si	0.0238	-0.0585	-0.0324
Si	-0.0194	0.0057	0.0244
Si	0.015	-0.0229	-0.0266
Si	-0.0194	-0.0041	-0.0353
Si	-0.0208	-0.0734	0.039
Si	0.0414	0.0079	-0.0336
Si	0.0028	-0.0072	-0.0038
Si	0.0523	0.1022	-0.2578
Si	-0.005	0.004	-0.0141
Si	0.0003	-0.0111	0.0052
Si	0.0018	0.0024	-0.0017
Si	0.0232	0.0096	-0.0223
Si	-0.0056	-0.0001	0.0138
Si	-0.0041	0.0175	0.1094
Si	-0.01	0.031	0.0048
Si	-0.0464	-0.0457	0.002
Si	0.0088	0.0083	-0.0195
Si	-0.0095	0.0385	0.0026
Si	-0.0094	-0.0211	-0.0079
Si	-0.0091	0.0077	0.0004
Si	0.0245	0.0069	-0.0172
Si	0.0044	-0.0387	-0.0287
Si	-0.0517	-0.016	-0.0645
Si	0.0104	0.0073	-0.0139
Si	0.0081	-0.0079	0.0037
Si	0.0201	0.0257	-0.0118
Si	0.0181	0.0026	-0.0115
Si	0.0188	-0.0537	-0.0527
Si	0.0226	0.0274	-0.0177
Si	-0.0082	0.0059	0.0186
Si	-0.021	-0.0125	0.0124
Si	0.0106	0.0127	-0.0603
Si	-0.0155	0.0526	-0.0709
Si	0.0082	-0.0117	0.0054
Si	-0.0059	0.0198	-0.0181
Si	-0.0059	0.0037	0.0033
Si	0.0077	-0.0098	0.0065
Si	-0.0211	0.0033	-0.0016
Si	-0.02	0.0034	0.0137
Si	-0.0198	-0.0022	-0.0079
Si	0.0062	0.0072	0.001
Si	-0.0057	-0.0011	-0.0104
Si	0.003	0.0075	0.0072
Si	0.004	-0.0048	-0.006
Si	0.0042	0.0045	-0.0079
Si	0.002	0.0055	-0.0105
Si	0.0057	-0.0075	-0.0079
Si	-0.0033	-0.0036	-0.0107
Si	-0.0007	0.0131	0.0012
Si	-0.0098	-0.0079	-0.0021
Si	-0.0025	0.0059	0.0008
Si	0.001	-0.0013	0.0024
Si	0.0073	-0.0024	-0.0045
Si	0.0036	-0.0087	-0.0049
Si	0.0013	0.0071	-0.0006
Si	-0.0018	0.0004	0.0011
Si	-0.0032	0.0038	-0.0012
Si	0.0039	0.0134	0.0066
Si	-0.0054	-0.015	-0.0103
Si	-0.0117	0.0117	0.0055
Si	-0.0014	-0.0102	-0.0058
Si	0.0047	-0.0023	-0.0038
Si	0.0114	-0.0056	-0.0077
Si	0.0044	0.0061	0.0017
Si	-0.0016	-0.0041	0.0052
Si	-0.0015	-0.0209	-0.0145
Si	-0.0066	0.0046	0.0149
Si	-0.008	0.0352	-0.0537
Si	-0.0069	0.0036	-0.0073
Si	0.0065	0.0027	-0.0244
Si	0.0044	0.0165	-0.0093
Si	0.0041	-0.0098	0.0133
Si	0.0067	0.0034	-0.0092
Si	-0.0024	-0.0248	-0.0012
Si	0.0028	0.0068	0.0059
Si	0.0008	0.0039	-0.0002
Si	0.0205	-0.0137	0.0146
Si	-0.0481	-0.0596	0.0482
Si	0.0265	0.0193	-0.014
Si	-0.0012	0.0407	0.0013
Si	-0.0015	-0.0056	-0.0176
Si	0.0032	0.0105	-0.0007
Si	0.0283	0.0234	0.0121
Si	0.0068	-0.0359	0.0066
Si	-0.0295	-0.0286	0.0784
Si	-0.0039	-0.0158	-0.0359
Si	-0.007	0.0075	-0.0181
Si	-0.0137	-0.025	-0.0022
Si	-0.0723	-0.0784	-0.1067
Si	0.0057	0.0227	-0.0323
Si	-0.0206	-0.0452	-0.1873
Si	-0.0022	0.0184	0.0141
Si	0.0042	-0.0376	-0.0207
Si	0.004	0.0068	0.0174
Si	-0.0141	0.0297	-0.0307
Si	0.0009	-0.0007	-0.0144
Si	-0.0158	0.0059	-0.0014
O	-0.0187	0.0121	-0.0054
O	-0.0104	0.0018	-0.0112
O	-0.0077	-0.0095	0.007
O	0.015	0.0295	0.0232
O	-0.0115	0.0019	0.0056
O	-0.0019	-0.0027	-0.0037
O	0.0035	-0.0061	-0.0096
O	0.0098	-0.0145	-0.019
O	0.0307	0.0178	0.0221
O	-0.0154	0.0173	0.0306
O	0.0041	0.0005	-0.0153
O	0.0121	0.0081	-0.0013
O	-0.0475	-0.0494	0.1588
O	0.0154	0.0128	0.0173
O	0.0138	-0.0086	-0.0211
O	-0.003	-0.0013	-0.0044
O	0.0146	-0.0316	-0.0036
O	-0.0082	-0.0004	-0.0067
O	0.0047	-0.0019	-0.0179
O	-0.0039	-0.0049	0.0055
O	-0.0006	0.0149	0.0083
O	-0.03	-0.0056	-0.0197
O	-0.0053	0.0176	-0.0094
O	0.0152	-0.0035	-0.0077
Si	-0.0004	-0.0167	0.0366
Si	0.003	0.0177	0.0121
Si	0.0144	0.0091	-0.0247
Si	0.0254	0.0127	0.0148
Si	-0.0193	-0.0045	0.0055
Si	0.0075	-0.0099	-0.0185
Si	0.0082	-0.0407	-0.0253
Si	-0.0051	-0.0181	-0.0002
Si	-0.1013	-0.0063	0.0416
Si	0.0081	0.0049	-0.0126
Si	0.0015	0.0195	-0.0058
Si	0.0602	0.0296	0.0311
Si	0.01	-0.0075	0.0084
Si	-0.015	-0.0057	-0.0311
Si	-0.0293	-0.0397	-0.0094
Si	0.0002	-0.0085	-0.013
Si	-0.0268	0.0149	-0.0223
Si	0.0117	-0.0224	0.0052
Si	0.0143	-0.009	-0.0067
Si	-0.0252	-0.0173	0.0046
Si	-0.008	0.0104	0.0047
Si	-0.0381	-0.0385	0.0245
Si	-0.0114	-0.0181	-0.1041
Si	-0.0095	0.0045	0.0017
Si	-0.0235	0.0266	0.0169
Si	0.0029	0.0059	0.0097
Si	0.0098	0.015	0.013
Si	-0.0187	-0.0089	-0.0385
Si	0.026	-0.0158	-0.0234
Si	0.0609	0.0027	-0.0222
Si	-0.0321	-0.0528	-0.0047
Si	-0.0023	-0.0115	0.005
Si	-0.0058	0.0382	-0.0019
Si	0.0051	-0.0045	-0.016
Si	0.0697	0.0587	0.1074
Si	0.0047	-0.0059	-0.0031
Si	0.0228	0.0186	0.016
Si	-0.0028	-0.0101	0.0015
O	0.0152	-0.0011	-0.0278
O	-0.0081	0.0072	-0.0053
O	0.0021	0.01	-0.0005
O	-0.0017	0.0005	-0.0047
O	-0.0291	0.0128	-0.0041
O	-0.0139	-0.0087	0.0451
O	-0.0169	-0.0055	0.0167
O	-0.0117	0.0055	0.0109
O	0.0125	-0.0058	0.0029
O	0.0174	-0.0043	0.0111
O	0.0041	0.0095	0.002
O	0.0179	-0.0028	0.0033
O	0.0009	0.0082	0.0044
O	-0.0172	0.0101	0.013
O	-0.0006	0.0011	0.0049
O	-0.0336	-0.0331	-0.0465
O	-0.0056	0.0027	0.0056
O	-0.0175	0.0635	-0.0149
O	0.0127	0.0185	0.0123
O	-0.0015	-0.0039	-0.0069
O	0.0056	-0.0011	0.0044
O	-0.011	-0.0014	0.0018
O	-0.019	0.0023	-0.0127
O	-0.0124	0.0126	-0.015
O	0.02	0.0062	-0.0045
O	-0.0012	-0.0018	0.0032
O	-0.001	0.0168	0.0046
O	0.017	0.0028	-0.0356
O	-0.0001	-0.0021	0.0048
O	-0.0008	-0.0027	-0.0076
O	-0.0093	0.0066	-0.0121
O	-0.004	0.0025	-0.0033
O	0.0191	0.0276	0.048
O	0.0042	-0.0189	0.0142
O	-0.0032	0.0118	-0.0048
O	0.0037	0.0075	-0.004
O	-0.0083	-0.0081	-0.0036
O	0.0104	-0.0025	0.007
O	-0.0231	-0.0181	0.0011
O	-0.003	-0.0007	-0.0071
O	-0.0177	-0.0092	0.0237
O	-0.0301	-0.0145	-0.0057
O	-0.0117	0.002	0.01
O	0.0362	0.0214	0.0128
O	0.0101	0.0547	0.0082
O	-0.0365	-0.0066	0.0616
O	-0.0007	0.0123	-0.011
O	0.0069	0.0006	-0.0033
O	-0.0082	0.0046	-0.0046
O	-0.0147	0.0122	-0.0162
O	-0.0009	-0.0385	0.0334
O	0.0001	-0.0002	-0.0078
O	-0.0046	-0.0174	-0.0032
O	0.1096	0.059	0.0194
O	-0.0031	-0.0016	-0.0164
O	0.0052	0.0012	-0.0145
O	0.005	-0.006	-0.0003
O	0.0019	0.0017	-0.0045
O	-0.0172	0.0213	0.0069
O	-0.0063	-0.04	-0.0164
O	-0.0114	0.0228	0.0123
O	0.0083	-0.0035	-0.0055
O	-0.0009	-0.0045	-0.0008
O	0.0289	-0.0087	-0.0155
O	0.0171	0	0.0068
O	-0.0383	-0.0315	0.0152
O	-0.0206	0.0049	0.0347
O	-0.0065	0.0002	0.0215

The program warned: the cutoff lies below the one the program advises for these potential files; the exchange-correlation potential is rough where the density is thin.
